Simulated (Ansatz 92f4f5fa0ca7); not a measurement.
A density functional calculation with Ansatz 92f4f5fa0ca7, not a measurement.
Periodic cell of 211 atoms, Si128O83, from a study of silicon, its oxide and their interface. The atomic structure is a simulated model.
This geometry differs little from another in the collection (a relaxation step or a small displacement).

Settings
functional: r2SCAN
potential files: Ansatz PAW
basis: plane waves
wave-function cutoff: 800 eV
density cutoff ratio: 5
exchange-correlation grid ratio: 1
k mesh: 1 x 1 x 1, shifted by 0.5 0.5 0 of a step
self-consistency stop: 1e-10 eV per atom in the density residual
occupations: fixed
spin: none
net charge: 0

Cell vectors (angstrom)
a  10.88  0  0
b  0  10.88  0
c  -3.7613  3.5136  30.4108

Atoms: element, x, y, z (angstrom)
Si  7.8433  10.396  -4.8093
Si  10.2727  8.7014  0.1333
Si  8.4811  10.271  0.0715
Si  11.2646  3.0046  -0.3351
Si  3.44  4.9725  0.2197
Si  6.1125  7.4695  0.1453
Si  13.5696  11.7578  -0.3215
Si  5.0587  3.1967  0.2206
Si  9.4924  6.8548  1.3747
Si  12.1607  9.5129  1.2488
Si  9.3317  1.2054  1.3298
Si  12.3861  4.1996  1.324
Si  4.3067  6.7147  1.4656
Si  6.8134  9.3558  1.3827
Si  14.8885  12.4264  1.4907
Si  6.761  4.0942  1.5275
Si  8.1812  8.1461  2.8565
Si  10.8992  10.9172  2.7043
Si  8.1087  2.6279  2.7414
Si  10.9299  5.489  2.6454
Si  13.6163  8.1381  2.5728
Si  16.2807  10.8551  2.6161
Si  13.5199  13.676  2.8626
Si  5.4821  5.4148  2.9711
Si  6.8466  6.8004  4.2175
Si  9.5648  9.5461  4.1223
Si  6.7397  1.2983  4.091
Si  9.5435  4.0616  3.9825
Si  12.2719  6.8249  4.0445
Si  14.9321  9.5052  3.9869
Si  12.1908  12.2547  4.1272
Si  14.9275  4.0842  4.2314
Si  8.2233  5.3923  5.4322
Si  10.9221  8.1612  5.4534
Si  8.1526  0.0005  5.4677
Si  10.8411  2.7438  5.4335
Si  13.5772  5.4897  5.5066
Si  16.2964  8.1942  5.4233
Si  13.5971  10.8593  5.3852
Si  16.3097  13.5575  5.4985
Si  9.5309  6.7761  6.7814
Si  12.285  9.5304  6.8017
Si  9.5152  1.3908  6.8133
Si  12.195  4.0823  6.8007
Si  14.9752  6.8524  6.8204
Si  6.7772  9.5079  6.804
Si  14.9197  12.1898  6.7955
Si  6.8476  4.064  6.8001
Si  8.1488  8.1279  8.1357
Si  10.9098  10.8977  8.1379
Si  8.1921  2.7401  8.2058
Si  10.8349  5.4183  8.1577
Si  13.6376  8.2006  8.1994
Si  5.4034  10.8536  8.1522
Si  13.5467  2.6797  8.1268
Si  16.3714  5.4715  8.1201
Si  6.8263  6.7951  9.5721
Si  9.5364  9.5114  9.4305
Si  6.792  1.3307  9.4328
Si  9.5374  4.0966  9.6241
Si  12.1998  6.8047  9.4111
Si  14.983  9.5462  9.6194
Si  12.2261  12.2276  9.5855
Si  14.9618  4.0739  9.3502
Si  8.1849  5.4757  11.0019
Si  10.8819  8.155  10.7892
Si  8.1667  10.8589  10.7634
Si  10.8878  2.7039  10.9978
Si  13.5554  5.4017  10.6425
Si  5.5004  8.1822  10.9615
Si  13.5931  10.8927  10.9971
Si  5.4294  2.7246  10.6905
Si  9.6085  6.8814  12.3218
Si  12.1606  9.4731  12.2657
Si  9.3925  12.2146  12.2397
Si  12.3844  4.0802  12.2138
Si  3.9427  6.7749  12.016
Si  6.9666  9.5373  12.3011
Si  15.043  12.3374  12.1994
Si  6.7315  4.012  12.1504
Si  8.745  8.6465  13.705
Si  10.3647  10.4709  13.4517
Si  7.6099  2.2844  13.4983
Si  11.4726  5.8834  13.3769
Si  2.2308  7.6145  13.4131
Si  5.9585  11.3685  13.3647
Si  14.2054  3.235  13.5149
Si  4.887  5.0133  13.1692
Si  14.6064  8.4192  -6.215
Si  9.6913  4.8199  -4.9932
Si  5.9749  5.6801  15.9017
Si  5.6185  6.4137  -4.7429
Si  9.9967  6.8739  20.2477
Si  9.4801  4.8085  -2.1831
Si  11.2158  7.3504  -2.3134
Si  11.4115  11.2453  15.373
Si  14.8122  4.1607  -3.894
Si  12.2457  3.6743  18.0078
Si  12.2933  5.0137  20.8346
Si  5.4082  7.897  -2.0516
Si  7.7174  5.057  19.6513
Si  13.7062  2.4226  15.7097
Si  5.3049  6.652  18.4923
Si  6.8883  10.5923  -2.6468
Si  8.2218  2.3085  18.4309
Si  10.6828  11.509  -5.1632
Si  13.88  6.184  -1.7081
Si  6.7781  11.3925  20.2213
Si  4.7878  10.8238  16.2585
Si  9.2037  3.6233  -7.8834
Si  6.0516  10.2095  -7.4467
Si  12.1337  7.505  -7.5008
Si  10.8294  11.7305  18.2509
Si  10.298  5.3223  16.162
Si  7.8764  3.289  15.6351
Si  4.7115  1.4979  21.9346
Si  14.0823  7.489  20.5989
Si  12.0437  8.896  18.9678
Si  8.4271  7.769  15.9694
Si  8.3479  7.4648  -5.702
Si  10.1354  11.6053  -8.1489
Si  12.1496  3.3058  -5.2137
Si  13.3581  8.8933  16.1649
Si  7.7935  5.719  0.2452
Si  12.0046  4.4342  -7.9572
Si  6.831  9.4155  18.0128
Si  12.0715  8.8881  -4.8806
Si  4.9537  1.9912  -1.8093
O  9.9567  2.2576  0.2426
O  12.9717  10.283  0.0168
O  14.8606  6.827  19.3634
O  10.507  11.313  16.7204
O  8.0905  8.942  17.081
O  8.3266  8.8206  -4.7952
O  10.6854  3.8849  -1.5821
O  8.7186  7.9187  -7.191
O  13.6373  9.1841  -5.1621
O  5.9758  8.1001  18.3442
O  5.7409  9.4344  -2.4576
O  8.0677  10.4157  -1.522
O  5.215  11.4756  20.686
O  5.4057  11.3963  -8.3143
O  9.0985  11.4386  -4.8227
O  13.7175  7.8564  -7.4452
O  14.0466  5.3069  -3.0522
O  11.3698  10.2546  -4.4266
O  12.7174  4.3238  19.4266
O  8.0466  2.1904  16.8285
O  11.4808  10.4251  18.9768
O  13.2143  8.7629  20.0976
O  14.6227  11.7821  -1.569
O  6.2368  12.0416  -2.3203
O  10.0174  6.3004  -2.4609
O  14.7454  12.1719  16.3389
O  4.2092  7.8843  21.8036
O  12.3565  1.8786  -0.7877
O  6.5445  4.1655  16.0135
O  10.9061  11.3866  -6.7499
O  9.1283  2.0059  -8.0436
O  8.2378  4.9505  -1.152
O  11.4037  1.9821  -4.6478
O  9.2041  3.9921  -6.2962
O  11.3592  5.4552  14.9659
O  14.6879  7.5944  -1.9323
O  6.7921  7.666  21.7866
O  10.64  8.5919  -1.4665
O  10.7589  5.5362  20.7665
O  13.4349  3.5204  16.9039
O  5.4847  10.7891  14.8206
O  11.4469  8.2768  -6.2456
O  12.1647  3.293  -6.8217
O  6.9848  10.6797  -6.1802
O  9.44  6.3987  -5.1962
O  8.959  4.281  -3.6309
O  14.0238  1.9017  21.9503
O  9.1267  4.3235  15.6593
O  5.5372  2.8948  21.956
O  5.9673  6.9058  -3.2232
O  9.4401  1.3493  18.9161
O  13.4663  7.7551  15.0343
O  11.8551  7.8159  -3.6996
O  4.5878  3.0423  -2.9597
O  14.814  9.477  16.5134
O  4.8483  9.3888  -6.7822
O  11.7963  2.1433  18.3311
O  12.3507  6.6162  -1.4296
O  5.1867  5.8516  14.5398
O  12.633  8.4328  17.5319
O  6.9224  6.6859  -5.6483
O  5.1414  4.8602  -4.7226
O  7.2474  10.0442  19.4568
O  11.2826  4.59  -4.7326
O  13.1372  6.3339  21.1764
O  9.684  6.8168  16.4542
O  7.1658  6.7589  15.9419
O  8.6789  6.3423  19.4926
O  11.9685  5.9112  -7.3136
O  4.9148  6.0328  17.0627
O  6.2692  5.5436  19.1624
O  9.4891  7.82  21.4594
O  11.0633  4.6419  17.429
O  6.9472  1.8002  19.2671
O  5.9826  10.6356  17.3433
O  12.5381  10.1113  15.5427
O  7.7078  11.5224  21.5436
O  13.6874  3.4186  -4.7651
O  8.3931  3.881  18.7751
O  12.2501  1.7647  15.3181
O  7.5253  4.5163  21.1663
O  10.8937  7.8112  19.3049
O  4.3875  7.22  -5.377

Results
free energy: -129214.895 eV
free energy less fixed offsets of O -570.45, Si -639.56 eV per atom: -3.865 eV

Forces (eV/angstrom), in the order of the atoms: element, x, y, z
Si  -0.0199  0.0009  0.2162
Si  -0.0154  0.0085  0.0776
Si  0.0225  -0.0109  0.0843
Si  0.0157  -0.0185  0.1111
Si  0.0034  -0.004  -0.0056
Si  0.0102  -0.0077  0.0053
Si  -0.0061  -0.0072  0.0923
Si  0.0017  0.0028  -0.0018
Si  0.0009  -0.0019  -0.0111
Si  -0.0099  -0.0037  0.0209
Si  -0.0053  -0.0062  0.0188
Si  -0.008  -0.0016  -0.004
Si  -0.0065  0.0056  -0.0024
Si  -0.0011  0.0074  -0.0069
Si  -0.0056  -0.0026  -0.0098
Si  0.0083  0.0036  -0.0023
Si  0.0014  0.0001  0.0002
Si  -0.0018  -0.0023  -0.0058
Si  -0.0013  -0.0047  0.0006
Si  -0.0004  0.0025  0.0026
Si  -0.0048  0.0016  -0.0008
Si  0.0017  -0.0009  0.0017
Si  0.0012  0.0013  -0.0007
Si  0.0006  -0.0022  0.0001
Si  -0.0006  0.0007  -0.0001
Si  0.0003  0.0007  0.0002
Si  0.0009  0.0016  -0.0006
Si  0.0006  0.0001  -0.001
Si  0.0018  -0.0012  0
Si  -0.0001  0.0008  0.0004
Si  -0.0017  0.0017  0.0008
Si  -0.0006  0.0018  0.0026
Si  0.0001  -0.0025  0.0002
Si  0.0009  0.0008  0.0012
Si  0.0008  0.0012  0.0004
Si  -0.0003  0  -0.0005
Si  -0.0001  -0.0001  -0.0012
Si  -0.0012  -0.001  -0.0011
Si  -0.0001  -0.0005  -0.0008
Si  -0.0001  0.0004  -0.001
Si  0.0004  0.0001  -0.0014
Si  0.0009  -0.0004  0
Si  0.0007  0.0007  -0.0009
Si  -0.0002  -0.0004  -0.0006
Si  0.0007  0.0015  -0.0008
Si  -0.0005  0.0006  -0.0016
Si  -0.0005  0.0002  -0.0005
Si  0.0014  0.0016  -0.0007
Si  -0.0001  0.0006  -0.0006
Si  -0.0004  0.0005  -0.001
Si  -0.0002  0.0006  -0.001
Si  -0.0015  0  -0.0015
Si  -0.0004  0.0004  -0.0003
Si  0  -0.0014  -0.0008
Si  0.0005  -0.0003  -0.0011
Si  0.0007  -0.0006  -0.0007
Si  0.0011  0.0009  0.0003
Si  0.0004  0.0001  0.0006
Si  0.0008  -0.0005  0.0015
Si  0.0011  0.0007  0.0007
Si  -0.0016  -0.0007  0.0005
Si  -0.0001  0.0017  0.0003
Si  -0.0003  -0.0007  -0.0009
Si  -0.0007  0.0006  0.0015
Si  0.0013  -0.0003  0.0027
Si  0.0017  -0.0026  -0.0014
Si  -0.0017  0.0024  -0.0012
Si  -0.0015  0.0006  0.002
Si  -0.0017  0  -0.0013
Si  0.0005  0.0025  0.0041
Si  0.001  -0.0006  0.0027
Si  -0.0004  -0.0006  -0.0003
Si  -0.0018  0.0112  -0.0076
Si  -0.0056  -0.0004  -0.0033
Si  -0.0079  -0.0041  -0.0068
Si  0.0102  -0.0015  -0.0024
Si  -0.0001  -0.0009  -0.0005
Si  0.0094  -0.0034  -0.0026
Si  -0.0022  0.0083  -0.0072
Si  0.0026  -0.0097  -0.0045
Si  -0.0066  -0.0044  0.0052
Si  0.0062  0.0004  0.0054
Si  0.0047  0.0072  0.0077
Si  -0.0084  -0.0147  0.0632
Si  0.0142  0.0104  0.0701
Si  -0.0121  -0.0173  0.0576
Si  -0.007  -0.0059  0.0076
Si  0.0099  0.0249  0.0588
Si  0.0132  -0.0378  0.2276
Si  -0.0086  0.0179  0.268
Si  -0.0204  0.017  0.1804
Si  0.0004  -0.0286  0.2309
Si  -0.0324  0.0143  0.226
Si  -0.0062  -0.0088  0.2241
Si  -0.0169  0.0089  0.223
Si  0.0067  -0.0055  0.1533
Si  0.0209  0.0059  0.225
Si  0.002  0.0205  0.2477
Si  0.007  -0.021  0.2691
Si  -0.0199  0.0026  0.1817
Si  -0.0068  0.0095  0.2448
Si  -0.0196  0  0.1619
Si  -0.0163  -0.0107  0.2399
Si  -0.0059  0.0052  0.1506
Si  -0.0406  0.0112  0.226
Si  -0.0196  -0.002  0.2168
Si  0.0281  0.0016  0.1601
Si  -0.0378  0.0215  0.2954
Si  0.0289  -0.0299  0.1796
Si  0.046  -0.0027  0.2561
Si  0.0311  -0.0536  0.2783
Si  0.0445  0.012  0.2643
Si  -0.0007  -0.0007  0.2003
Si  -0.004  -0.0266  0.1802
Si  0.0126  -0.0018  0.1727
Si  -0.0343  -0.0015  0.2492
Si  0.0375  -0.003  0.2417
Si  -0.0076  -0.0421  0.2306
Si  -0.0219  -0.0056  0.174
Si  -0.0352  -0.019  0.2248
Si  -0.0258  -0.0223  0.2648
Si  0.046  0.0146  0.2353
Si  -0.0193  0.0037  0.2041
Si  -0.0183  0.0235  0.0592
Si  -0.0403  -0.0147  0.2568
Si  -0.0223  0.0018  0.2366
Si  -0.0019  -0.0301  0.2419
Si  -0.0209  -0.0009  0.1509
O  0.0213  0.0264  -0.0437
O  0.0128  0.0174  -0.0428
O  0.0504  -0.0193  -0.1325
O  0.0151  -0.0167  -0.1633
O  0.0531  -0.0444  -0.136
O  0.0167  -0.0412  -0.0997
O  -0.0406  0.0344  -0.1005
O  0.0159  0.0524  -0.184
O  0.02  -0.0073  -0.0955
O  0.0207  0.029  -0.0881
O  0.0163  0.0376  -0.0878
O  -0.0528  0.0117  -0.1507
O  0.0548  -0.0387  -0.133
O  -0.0362  0.0856  -0.16
O  0.0516  0.0155  -0.0886
O  -0.0448  -0.0213  -0.111
O  0.0139  -0.0476  -0.1434
O  -0.0064  0.0166  -0.0785
O  -0.0022  -0.0527  -0.1898
O  -0.0137  0.0233  -0.1789
O  -0.0134  0.0366  -0.0829
O  -0.0473  0.0327  -0.1113
O  0.0221  -0.0009  -0.0792
O  0.0314  -0.0378  -0.0799
O  0.0026  0.0011  -0.0875
O  -0.0168  0.0308  -0.0715
O  -0.0731  0.0061  -0.1367
O  -0.006  -0.005  -0.0494
O  0.0081  -0.0169  -0.0734
O  -0.0162  0.01  -0.1911
O  -0.0015  -0.0034  -0.0842
O  0.0489  -0.0265  -0.115
O  -0.0078  -0.0073  -0.0818
O  -0.0192  -0.0501  -0.1926
O  0.0319  0.0192  -0.1167
O  0.0008  0.0096  -0.0703
O  -0.0008  0.0021  -0.0961
O  0.0323  -0.0369  -0.1249
O  -0.007  0.0094  -0.0801
O  0.049  -0.0367  -0.1376
O  0.034  0.0214  -0.1233
O  -0.0026  -0.0435  -0.1544
O  -0.0052  0.0349  -0.1769
O  -0.0595  -0.0056  -0.1985
O  -0.0062  0.0181  -0.0868
O  0.0105  -0.0032  -0.1647
O  0.017  -0.0099  -0.1027
O  -0.0152  -0.0103  -0.0679
O  0.0072  -0.0037  -0.0874
O  0.0036  -0.0445  -0.1712
O  0.0292  -0.005  -0.0806
O  -0.0086  -0.0371  -0.1212
O  0.0303  0.0569  -0.1652
O  -0.0332  0.057  -0.1269
O  -0.0083  0.0101  -0.0637
O  0.0369  0.0462  -0.1011
O  0.0058  0.0014  -0.0787
O  -0.0365  0.0215  -0.0821
O  -0.0308  -0.0259  -0.116
O  0.0414  0.0079  -0.16
O  0.0448  0.0179  -0.0913
O  0.025  0.0264  -0.0839
O  0.0033  -0.057  -0.1541
O  0.0062  -0.0193  -0.0958
O  -0.0048  0.0107  -0.0829
O  -0.0105  0.0195  -0.0772
O  0.0228  0.0115  -0.0672
O  -0.0188  -0.0166  -0.0908
O  -0.0054  -0.0225  -0.0947
O  0.0197  -0.0316  -0.1454
O  -0.0376  0.0278  -0.0999
O  0.0664  -0.0402  -0.1524
O  -0.0383  0.031  -0.1135
O  0.0456  0.0382  -0.1256
O  -0.051  0.0278  -0.1108
O  -0.0333  0.0245  -0.0672
O  -0.0599  0.0133  -0.194
O  -0.0841  -0.0254  -0.1115
O  0.0222  -0.0514  -0.1057
O  0.0088  0.0034  -0.0667
O  0.0571  0.0294  -0.18
O  0.042  0.0467  -0.1003
O  -0.0473  0.0644  -0.1111

The program warned: the cutoff lies below the one the program advises for these potential files; the forces do not sum to zero within the program's tolerance; empty levels may hold ghost states of the PAW files; the exchange-correlation potential is rough where the density is thin.
